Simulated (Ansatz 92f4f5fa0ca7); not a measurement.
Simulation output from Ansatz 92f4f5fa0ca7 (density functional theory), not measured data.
Periodic cell of 196 atoms, Si117O79, from a study of silicon, its oxide and their interface. The atomic structure is a simulated model.

Settings
functional: PBE
potential files: Ansatz PAW
basis: plane waves
wave-function cutoff: 700 eV
density cutoff ratio: 5
exchange-correlation grid ratio: 2
k mesh: 2 x 2 x 1, shifted by 0.5 0.5 0.5 of a step
self-consistency stop: 5e-08 eV per atom in the density residual
occupations: Fermi-Dirac, 0.05 eV
spin: none
net charge: 0

Cell vectors (angstrom)
a 11.5983 0 0
b 0 11.5983 0
c -5.1895 -5.125 26.1091

Atoms and the computed forces on them: element, x, y, z (angstrom), force x, y, z (eV/angstrom)
Si 8.7691 9.8437 -0.8418 0.0315 0.133 0.2309
Si 7.0434 2.0931 -0.8604 -0.0824 0.179 -0.3396
Si 9.2419 6.8073 -1.3856 0.1076 0.2284 0.08
Si 3.3683 8.97 -2.1595 -0.0896 0.2377 -0.4699
Si 1.8727 3.408 0.0671 0.1991 0.1094 0.2272
Si -0.0192 6.5339 1.6646 0.0405 0.0732 0.0706
Si 3.6865 11.052 1.9222 -0.2882 -0.0481 -0.042
Si 5.1956 3.6005 -1.1396 0.1857 -0.2266 -0.0455
Si 1.7621 5.3862 -4.3105 -0.095 0.0441 -0.1109
Si -0.0394 -1.1132 1.6123 0.1089 0.0872 -0.2409
Si 0.0161 2.7474 1.4935 0.3553 0.137 -0.0094
Si 1.8034 5.9287 0.2628 -0.0752 -0.3222 -0.2749
Si 6.2808 9.3909 -2.2492 0.1247 0.194 -0.1143
Si 4.1477 3.1855 1.005 -0.5994 0.4488 -0.0721
Si 3.9408 6.8496 1.2112 0.2621 -0.1969 -0.4677
Si 9.2137 10.3987 1.4051 -0.2767 0.0553 0.0329
Si 9.1345 2.7421 1.3197 -0.0255 -0.0228 -0.2165
Si 9.1002 6.5447 1.5067 -0.0797 -0.025 -0.3147
Si 0.4443 0.8111 2.8225 -0.2208 0.2408 0.0519
Si 0.4323 4.6195 2.907 -0.3762 -0.2179 0.1149
Si 0.4805 8.5167 2.8318 -0.0402 -0.0297 -0.2132
Si 5.2597 1.1492 1.5602 0.2514 -0.1549 -0.0522
Si 4.3756 4.9226 2.5482 -0.1134 -0.0027 0.1661
Si 4.225 8.7681 2.61 -0.0575 0.3452 0.2373
Si 8.5286 0.8165 2.5754 0.4535 -0.3061 0.1255
Si 8.4466 4.6186 2.6508 0.0615 -0.1138 0.1438
Si 8.4234 8.5219 2.652 0.1722 0.1741 -0.0314
Si 10.2268 0.8432 4.2463 -0.0275 -0.0937 -0.0972
Si 10.1585 4.6195 4.2755 0.2442 0.0097 0.2054
Si 10.1947 8.536 4.2252 -0.0317 0.0341 0.2289
Si 2.5049 0.5548 3.8466 0.0564 0.1483 0.1221
Si 2.5033 4.6464 4.0013 0.1143 0.1617 0.1205
Si 2.4234 8.5198 4.1299 -0.077 -0.1014 0.1554
Si 6.4293 0.8707 3.6757 -0.0191 0.1256 -0.1529
Si 6.3683 4.7529 3.8343 -0.0156 0.0736 -0.0036
Si 6.3231 8.6243 3.8258 0.0731 -0.2246 -0.1049
Si 10.2354 10.4926 5.5593 -0.0942 -0.0252 -0.059
Si 10.2424 2.7254 5.6204 -0.1726 -0.0142 -0.1323
Si 10.2102 6.591 5.5577 -0.0042 -0.0394 -0.0117
Si 2.3298 10.4486 5.5023 0.1745 -0.1663 -0.0598
Si 2.5755 2.6111 5.2172 0.0479 -0.0538 -0.2119
Si 2.4475 6.554 5.4355 -0.0064 -0.0367 -0.0838
Si 6.3404 10.5531 5.2085 -0.064 0.0286 0.1023
Si 6.2945 2.7486 5.1027 0.0451 0.0126 0.0146
Si 6.367 6.6916 5.2392 0.0458 0.0547 0.0512
Si 0.481 10.484 7.0436 -0.0649 0.0733 0.0927
Si 0.7253 2.7115 6.7581 -0.0191 -0.1599 0.0198
Si 0.5719 6.5827 6.8922 0.0627 -0.0012 -0.037
Si 4.3955 10.4211 6.6525 0.0344 0.037 -0.0421
Si 4.449 2.6808 6.6204 0.0768 0.0102 0.1255
Si 4.4529 6.6303 6.6593 -0.0771 0.0094 0.0577
Si 8.2445 10.5717 6.7664 -0.0291 0.0537 -0.0744
Si 8.1095 2.7372 6.5754 -0.003 0.0963 -0.0374
Si 8.2116 6.6706 6.7683 0.0842 0.0635 -0.1151
Si 0.5251 0.9461 8.3243 0.0187 -0.0557 0.0179
Si 0.63 4.6155 8.1942 0.2153 0.167 0.1798
Si 0.5471 8.4489 8.3584 -0.0872 0.0635 -0.0123
Si 4.3832 0.7236 8.0167 -0.134 0.0768 -0.0251
Si 4.4527 4.6731 7.9586 -0.1236 -0.1412 -0.1923
Si 4.4192 8.5186 8.116 0.0429 -0.1237 0.0727
Si 8.1735 0.9701 8.077 -0.1231 -0.025 0.1428
Si 8.1318 4.6139 7.9453 -0.0019 0.0065 -0.1343
Si 8.3603 8.6245 8.1088 0.0641 -0.1846 0.0634
Si 10.0362 1.8223 9.2993 0.1305 0.0177 0.0331
Si 9.292 6.0795 10.6208 0.0919 0.1027 -0.0666
Si 10.1709 8.1874 9.7025 -0.0558 0.0429 0.0435
Si 2.571 0.7472 9.6036 0.1106 0.0677 0.0341
Si 2.6865 4.6447 9.5208 -0.0976 0.089 -0.0192
Si 2.5282 8.4762 9.6683 0.176 -0.1009 -0.0514
Si 6.2484 12.3696 9.4216 -0.02 -0.1296 0.0733
Si 6.2769 4.574 9.409 -0.0342 -0.0302 0.0478
Si 6.4474 8.4685 9.3766 -0.2043 0.0725 -0.0963
Si 0.6685 10.6337 12.2083 -0.2306 0.4966 0.1821
Si 0.3164 1.7203 13.5207 -0.2181 0.0892 0.1404
Si 10.0801 4.2717 9.2083 -0.0638 -0.0447 0.0692
Si 2.7608 10.385 11.0852 -0.0656 0.1605 -0.1933
Si 3.1823 2.7065 10.8245 0.1556 -0.0245 -0.2458
Si 4.764 7.4127 12.4683 0.0484 -0.7338 0.1669
Si 4.8225 9.8669 12.2308 0.308 0.3688 0.4002
Si 6.546 10.3867 10.7099 0.0395 0.0422 -0.1378
Si 8.6967 4.6054 14.9617 -0.126 0.1366 0.2074
Si 10.3929 9.1944 11.9674 -0.0982 -1.055 0.1633
Si 2.1367 3.1077 12.9189 0.2898 -0.076 0.2463
Si 10.0491 0.8473 11.423 0.1393 0.341 -0.3476
Si 8.544 10.6912 12.0056 -0.3446 -0.0071 0.6022
Si 6.6211 2.754 13.7231 0.0189 0.1928 0.0192
Si 2.9273 6.5375 11.0224 0.1154 -0.1009 0.1803
Si 10.2112 6.2806 12.7518 -0.1103 -0.2202 -0.0726
Si 5.6228 2.6661 10.6805 0.1899 -0.0218 0.2649
Si 6.9036 6.4969 10.6046 -0.1522 0.0191 0.4506
Si 6.5992 9.4845 16.873 0.1121 -0.2639 0.2273
Si -0.0387 1.6168 24.5353 -0.0569 0.3187 -0.2436
Si 1.2617 -0.1934 20.0169 0.0492 0.0674 -0.0711
Si 10.5391 0.9241 18.5612 -0.0593 0.0413 -0.0357
Si 6.5974 11.2825 14.3583 -0.0032 -0.0713 0.1163
Si 10.2298 -1.2342 20.4806 -0.0586 0.05 -0.1106
Si 2.8897 6.4824 23.0899 0.1393 -0.3448 -0.0685
Si 7.5802 3.0999 22.3395 -0.1022 -0.0549 -0.0968
Si 6.1452 4.2661 20.0123 0.005 -0.029 -0.0321
Si 7.2826 6.6881 16.8676 0.0156 0.0632 0.0043
Si 9.0739 8.5019 24.3367 -0.2593 0.205 0.0483
Si 8.7213 5.6602 19.3774 -0.0738 -0.0741 -0.1736
Si 4.1403 -0.2212 19.644 0.0079 0.0272 -0.0419
Si 7.011 1.0626 24.4022 0.4642 0.255 0.134
Si 2.9998 1.4382 21.811 -0.0355 0.0585 -0.4199
Si 3.898 6.3522 20.1901 0.0546 -0.1235 -0.0895
Si 3.2813 6.3952 15.068 0.1105 0.178 0.1856
Si 6.6734 -1.7048 19.8459 0.029 -0.0028 -0.0325
Si 1.6515 5.5144 12.8198 -0.1413 0.3483 -0.2012
Si 8.7427 5.7766 26.0475 -0.1246 -0.203 0.1896
Si 10.7595 2.654 16.3276 -0.1219 -0.0094 0.2323
Si -0.5459 3.6467 19.0255 0.022 0.0267 0.0768
Si 4.4441 7.5777 17.4883 0.2067 0.0025 0.1312
Si 2.3238 3.6714 20.0065 0.0037 0.0203 -0.0601
Si 4.1059 3.4264 15.2346 0.186 0.0391 0.1968
Si 4.3097 2.3385 18.1859 -0.0185 -0.0033 0.2822
Si 8.4213 8.0062 21.2539 -0.1024 0.0576 -0.2163
O 7.1092 9.6805 -0.8598 0.0068 -0.0327 -0.0559
O 1.0412 2.6108 23.7517 -0.0791 -0.2241 0.1621
O 8.4351 2.7227 -0.2175 0.0436 -0.1078 0.1956
O 8.4162 6.399 -0.0374 0.1584 -0.022 0.221
O 7.1049 5.6958 26.2345 0.0647 -0.148 0.1599
O 9.1212 4.327 25.3519 -0.0363 0.0824 0.1728
O 5.433 0.8113 24.7395 -0.0183 -0.1103 0.0616
O 9.4882 8.4338 -1.3174 -0.0603 -0.1151 0.0137
O 11.4157 -0.078 11.0493 0.1473 0.1014 0.0506
O 0.7114 0.1025 13.5297 0.1467 -0.2632 -0.3007
O 10.3094 7.8883 13.0415 0.0817 0.6249 -0.2458
O -1.0996 1.8732 12.6694 0.0168 -0.2379 -0.2054
O 11.649 5.5451 12.4699 0.2582 0.0388 0.0907
O 4.4362 6.9576 14.0456 0.0683 0.1656 -0.3003
O 6.4259 2.5594 12.1321 -0.1791 -0.0312 -0.2526
O 9.6264 5.6175 14.1136 0.0419 -0.0139 0.0533
O 2.1816 7.7495 23.8444 -0.0602 0.1135 0.2447
O 1.1059 5.1012 -2.8406 -0.0615 0.0479 -0.1138
O 4.0061 5.8493 24.1351 -0.1524 0.1001 -0.095
O 3.8551 7.4788 19.0099 -0.0141 0.0024 -0.0307
O 4.6036 0.7408 18.403 -0.0352 0.0497 0.0086
O 3.5343 6.9645 21.6657 -0.0046 0.0321 0.1013
O 2.6352 -0.8056 19.417 0.0126 0.023 0.0262
O 8.4597 6.3624 -2.7273 0.0042 -0.0231 0.0998
O 6.3179 3.7119 21.5359 0.0195 -0.0105 0.0618
O 9.1462 7.023 25.0666 0.0821 0.0005 -0.129
O 3.274 4.7714 -4.3578 0.0619 -0.0461 0.0851
O 5.3863 5.1387 -1.8031 -0.2328 -0.2509 0.0595
O 2.9422 3.0234 21.3824 0.0158 -0.1617 0.1273
O 6.6815 10.7499 15.8916 -0.0315 0.2084 -0.3394
O 0.8821 4.6883 -5.4744 0.066 -0.0075 0.0166
O 6.2483 6.6782 12.1679 -0.0783 0.2473 -0.4109
O 7.6326 4.4505 19.3911 0.0698 0.0481 0.0111
O 3.5638 4.8987 15.6272 -0.0781 -0.0629 -0.1024
O 7.9298 10.7773 13.5655 0.1186 0.0095 -0.1606
O 7.2519 -1.7399 18.3229 -0.0416 0.0091 -0.0308
O 4.3872 2.592 16.5965 -0.0253 0.0584 -0.3261
O 9.5373 3.6696 15.9898 -0.0183 -0.044 -0.1244
O 5.2204 10.7346 13.6363 -0.1845 -0.2462 -0.1965
O 5.4795 3.6707 14.4079 -0.172 -0.0335 -0.0445
O 2.824 5.1949 19.8078 -0.0016 0.0124 -0.0151
O 10.1965 5.016 19.177 -0.0093 -0.0066 0.0014
O 3.0741 2.6452 14.2487 -0.1748 0.0814 -0.1565
O 5.7076 6.5107 17.3325 -0.0712 0.0406 -0.0834
O 0.5405 0.6595 18.8245 -0.0116 -0.0366 0.0314
O 3.2384 7.3074 16.4179 -0.0288 -0.053 -0.1463
O 5.3834 3.2335 19.0246 -0.0246 -0.0491 -0.0485
O 1.8716 6.3788 14.2387 -0.0719 -0.2089 -0.1094
O 2.8249 2.731 18.758 0.018 0.0081 -0.0406
O 9.7761 -0.4024 19.1211 0.0894 -0.0127 0.034
O 10.1422 2.3149 19.3593 0.0943 -0.0317 -0.0431
O 0.055 2.292 15.0327 0.0777 -0.0518 -0.1107
O 1.7706 6.9757 -4.6235 0.0261 -0.0478 0.0796
O 7.4069 8.1979 16.2267 -0.1213 0.0179 0.0815
O 5.0349 9.0594 17.1368 -0.0245 -0.0038 -0.0711
O 8.3814 8.222 22.8676 0.1454 -0.007 0.0633
O 10.2383 1.2213 16.9777 0.0775 0.1256 -0.0095
O 1.5986 0.7443 21.3182 0.0312 -0.0277 0.1006
O 7.9857 3.6003 13.9114 0.0444 -0.1192 -0.0679
O 6.6202 1.3083 14.4523 0.0127 -0.1727 -0.0052
O 5.3877 5.6913 20.1793 -0.084 0.0235 0.0571
O 8.6702 6.4693 20.7922 0.0248 0.1123 0.1248
O 2.3841 9.2728 -3.4425 0.1968 -0.0258 0.2389
O 4.2146 0.6907 21.0026 -0.1261 0.0813 0.1629
O 0.2537 -1.3765 20.5087 -0.1021 0.0103 0.0628
O 7.6401 5.5093 15.8173 0.0421 -0.1391 -0.1381
O 4.1688 2.6594 -2.072 0.0958 0.0858 -0.1175
O 9.5957 8.8833 20.5221 0.0288 -0.0649 0.0668
O -1.4909 2.2238 23.9867 0.1512 -0.1236 0.1137
O 5.0687 -1.5223 19.8173 -0.0001 0.0105 0.0158
O 7.0551 2.584 23.7905 -0.0368 -0.0409 -0.0706
O 1.8371 5.2371 22.7566 -0.0188 0.0377 0.0967
O 6.9855 -3.0887 20.6445 0.096 -0.048 0.084
O 6.3754 1.067 0.2744 -0.1139 -0.1182 0.2053
O 4.7306 9.8608 -2.3136 -0.1551 -0.0681 0.0998
O 8.3255 6.6328 18.1275 0.0201 0.0102 0.0435
O 0.0184 3.4533 17.4869 -0.0309 -0.0524 -0.1011
O 0.7046 3.7062 20.0576 0.0085 -0.0275 -0.0231
O -0.0267 1.8816 26.1507 -0.3947 -0.0445 0.3595

Results
free energy: -119316.448 eV
free energy less fixed offsets of O -569.03, Si -635.61 eV per atom: 3.292 eV
pressure: -0.27 GPa
stress xx, yy, zz, yz, xz, xy (GPa, positive in tension): -0.28, 0.88, 0.21, 0.14, 0.1, -0.06

The program warned: the cutoff lies below the one the program advises for these potential files.
